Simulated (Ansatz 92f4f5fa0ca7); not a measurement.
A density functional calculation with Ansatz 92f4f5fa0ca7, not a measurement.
Periodic cell of 223 atoms, Si132O90P1, from a study of silicon, its oxide and their interface. The atomic structure is a simulated model.
Doubt: the cutoff is far below the 930 eV that the study's wrapper takes by default for these files, so forces and energies are approximate.

Settings: functional PBE; potential files Ansatz PAW; basis plane waves; wave-function cutoff 580 eV; density cutoff ratio 5; exchange-correlation grid ratio 1; k mesh 1 x 1 x 1, Gamma-centred; self-consistency stop 5e-08 eV per atom in the density residual; occupations fixed; spin none; net charge +1 e, with a uniform compensating background and no finite-size correction.

Cell vectors (angstrom)
a, 10.938, 0, 0
b, 0, 10.938, 0
c, 0, 0, 32.1988

Atoms: element, x, y, z (angstrom)
Si, 10.5833, 0.2271, 24.8536
Si, 5.7456, 10.6858, 24.7544
Si, 2.4704, 2.9102, 24.6527
Si, 8.4263, 2.459, 24.8105
Si, 0.2681, 5.1552, 24.771
Si, 5.1569, 5.7513, 24.6939
Si, 2.9354, 8.0081, 24.5945
Si, 7.9433, 8.4475, 24.7477
Si, 1.3182, 1.368, 26.0485
Si, 6.8503, 1.3306, 26.1263
Si, 4.0445, 4.1042, 25.9838
Si, 9.5845, 4.0514, 26.0911
Si, 1.395, 6.8283, 25.9939
Si, 6.7671, 6.8574, 26.0271
Si, 4.1001, 9.5382, 25.9933
Si, 9.4838, 9.5791, 26.1572
Si, 2.7358, -0.0043, 27.3431
Si, 8.1626, -0.012, 27.5545
Si, 0.0001, 2.7202, 27.4911
Si, 5.4314, 2.7477, 27.364
Si, 2.7206, 5.4606, 27.4219
Si, 8.1831, 5.4829, 27.3518
Si, -0.0057, 8.176, 27.3725
Si, 5.4472, 8.2142, 27.4425
Si, 4.0779, 1.3683, 28.7323
P, 9.5735, 1.359, 28.8642
Si, 1.3642, 4.1124, 28.8351
Si, 6.8296, 4.1036, 28.7104
Si, 4.0982, 6.8215, 28.8017
Si, 9.5531, 6.8241, 28.7387
Si, 1.3632, 9.5734, 28.7058
Si, 6.7818, 9.5512, 28.8858
Si, 0.0165, -0.0183, 30.1557
Si, 5.4172, 0.0188, 30.1569
Si, 2.7458, 2.7266, 30.1464
Si, 8.189, 2.7491, 30.1372
Si, -0.0268, 5.4807, 30.1373
Si, 5.4874, 5.4519, 30.1457
Si, 2.7125, 8.218, 30.1219
Si, 8.2064, 8.1729, 30.1548
Si, 1.3713, 1.3783, 31.5224
Si, 6.8276, 1.3604, 31.4921
Si, 4.1131, 4.0935, 31.5127
Si, 9.5802, 4.0978, 31.5082
Si, 1.3527, 6.8489, 31.4792
Si, 6.8449, 6.8163, 31.5315
Si, 4.0741, 9.5708, 31.5135
Si, 9.559, 9.5588, 31.5132
Si, 2.7285, -0.0076, 0.7012
Si, 8.1965, 0.0095, 0.6608
Si, -0.008, 2.7321, 0.6913
Si, 5.4912, 2.7345, 0.6816
Si, 2.73, 5.495, 0.6413
Si, 8.2126, 5.4427, 0.6991
Si, 0.0153, 8.1977, 0.6748
Si, 5.4641, 8.2088, 0.6779
Si, 4.1294, 1.364, 2.052
Si, 9.5555, 1.3514, 2.0483
Si, 1.3784, 4.1387, 2.012
Si, 6.8505, 4.0798, 2.0742
Si, 4.0983, 6.8302, 2.0413
Si, 9.585, 6.8358, 2.0467
Si, 1.3747, 9.5445, 2.0619
Si, 6.8274, 9.5994, 2.0344
Si, -0.0195, -0.0422, 3.3812
Si, 5.4944, 0.0126, 3.4746
Si, 2.7774, 2.7995, 3.3408
Si, 8.1866, 2.6822, 3.4586
Si, 0.0281, 5.4792, 3.4279
Si, 5.4722, 5.4628, 3.4015
Si, 2.7712, 8.2029, 3.4524
Si, 8.2026, 8.2318, 3.3612
Si, 1.3928, 1.3935, 4.6235
Si, 6.8428, 1.3461, 4.907
Si, 4.1507, 4.0828, 4.7996
Si, 9.5786, 4.0822, 4.755
Si, 1.4117, 6.829, 4.8173
Si, 6.824, 6.8872, 4.7237
Si, 4.1345, 9.5763, 4.8404
Si, 9.5501, 9.548, 4.787
Si, 2.7432, 0.1098, 6.0581
Si, 8.206, -0.0626, 6.2614
Si, 0.0306, 2.6745, 6.04
Si, 5.472, 2.726, 6.2867
Si, 2.8152, 5.4759, 6.1751
Si, 8.1739, 5.4788, 6.0385
Si, 0.0089, 8.1876, 6.1493
Si, 5.5276, 8.2242, 6.2317
Si, 3.8324, 1.5748, 7.602
Si, 9.8389, 1.1395, 7.4453
Si, 1.6322, 3.7999, 7.3096
Si, 6.6481, 4.415, 7.4758
Si, 4.4043, 6.6336, 7.5417
Si, 9.3643, 6.9485, 7.4035
Si, 1.137, 9.9187, 7.2904
Si, 7.16, 9.2283, 7.6693
O, 8.3074, 8.0843, 7.9175
O, 2.7146, 2.7379, 7.9613
O, 9.5197, 1.3458, 24.2397
O, 4.0515, 6.8632, 24.1289
O, 0.0277, 0.0273, 7.9577
O, 5.5268, 5.5128, 8.0289
O, 6.8666, 9.589, 24.2078
O, 1.3525, 4.0427, 24.175
O, 3.858, 7.3868, 8.93
O, 0.8073, 4.3748, 8.5964
O, 9.8101, 6.1714, 8.7973
O, 2.1105, 9.3831, 8.4979
O, 7.502, 3.927, 8.8033
O, 4.2687, 0.9235, 9.0681
O, 6.7294, 9.5582, 9.2243
O, 9.2049, 1.8613, 8.7873
O, 7.7022, 3.149, 23.513
O, 10.4769, 5.826, 23.4644
O, 5.1093, 0.4525, 23.4154
O, 5.8718, 5.1035, 23.361
O, 3.0922, 2.1888, 23.2911
O, 2.3113, 8.7179, 23.2182
O, 8.6329, 7.768, 23.412
O, 0.2473, 10.3192, 23.6028
Si, 4.3867, 1.5725, 22.482
Si, 3.4895, 7.9275, 14.0327
Si, 7.1175, 0.9587, 14.6658
Si, 0.9501, 9.3441, 22.5253
Si, 1.1782, 4.306, 11.8805
Si, 6.2652, 8.9643, 15.3199
Si, 0.6771, 1.3646, 12.2991
Si, 8.6237, 4.9533, 20.5174
Si, 0.3228, 5.7108, 9.3596
Si, 5.1016, 3.1213, 17.9464
Si, 0.8819, 3.7427, 16.7484
Si, 10.3997, 2.8451, 19.2332
Si, 5.2791, 1.1812, 10.3486
Si, 0.8848, 0.1748, 19.8515
Si, 6.6436, 9.4592, 10.8631
Si, 9.3388, 9.6773, 18.3238
Si, 9.3901, 9.2441, 12.5692
Si, 6.5651, 3.8505, 22.5863
Si, 2.4381, 8.069, 9.3776
Si, 10.5915, 7.3673, 17.078
Si, 2.5119, 6.2896, 16.5814
Si, 10.1754, 4.4888, 14.1888
Si, 6.1384, 9.1863, 18.517
Si, 7.9672, 2.5728, 9.5755
Si, 8.8789, 2.143, 12.4501
Si, 5.3402, 6.2451, 18.069
Si, 3.9254, 0.5586, 19.4789
Si, 4.2751, 3.8372, 12.0515
Si, 5.5428, 6.6005, 12.1377
Si, 8.0129, 2.5026, 17.2223
Si, 4.358, 2.479, 14.969
Si, 1.5383, 1.2107, 15.2599
Si, 1.5708, 9.41, 12.0444
Si, 8.0501, 6.8501, 13.8673
Si, 10.3798, 9.8344, 15.4862
Si, 9.8077, 7.0061, 22.5707
Si, 8.1124, 5.4862, 17.4142
O, 6.0455, 7.9578, 11.2898
O, 6.019, 9.2064, 16.899
O, 7.6793, 1.3631, 13.1949
O, 0.8937, 1.7458, 13.8689
O, 9.4307, 6.2544, 16.8805
O, 6.7606, 6.2013, 13.136
O, 5.1345, 4.6599, 18.6114
O, 9.2275, 2.154, 18.2789
O, 2.3692, 0.0994, 19.0905
O, 9.4075, 10.2296, 16.7631
O, 2.7865, 4.4335, 11.7115
O, 5.0674, 10.3242, 19.1113
O, 9.424, 3.2396, 13.4936
O, 0.454, 1.7635, 19.9647
O, 3.1525, 1.3596, 15.067
O, 8.1734, 5.3875, 19.0285
O, 3.8939, 6.5962, 17.3934
O, 4.574, 3.2782, 16.3908
O, 9.0613, 5.6649, 14.3143
O, 5.431, 2.7753, 22.1449
O, 10.6734, 4.1447, 15.6855
O, 0.3386, 3.8647, 18.2839
O, 10.428, 10.5158, 19.2129
O, 9.6424, 10.0234, 14.0276
O, 10.9175, 8.1027, 22.1065
O, 1.1905, 2.1592, 16.5327
O, 9.7296, 3.7503, 20.42
O, 8.1353, 4.0326, 16.6902
O, -0.0416, 9.1003, 11.9059
O, 6.5847, 2.4143, 18.0099
O, 5.5796, 10.7154, 11.1956
O, 7.7503, 9.5926, 18.8446
O, 10.0283, 1.0213, 12.0622
O, 1.31, 6.9562, 9.068
O, 0.6223, 4.7644, 13.3501
O, 5.7051, 7.6243, 18.9838
O, 5.2346, 5.0838, 11.5216
O, 2.715, 6.9819, 15.1195
O, 0.9116, 2.7403, 11.4679
O, 0.8595, 10.6833, 15.5498
O, 2.4059, 8.5849, 10.913
O, 4.6948, 2.4294, 11.2728
O, 4.2486, 3.5084, 13.682
O, 2.1991, 4.6807, 16.4916
O, 10.7055, 8.2478, 15.698
O, 6.9271, 10.2911, 14.6707
O, 2.3408, 8.949, 13.4271
O, 8.0316, 1.524, 15.9092
O, 4.1285, 6.9945, 12.8583
O, 4.1797, 2.0126, 18.7364
O, 7.2838, 4.4152, 21.2552
O, 8.4136, 2.924, 11.1003
O, 1.1809, 6.8642, 17.3619
O, 5.6525, 1.5753, 14.759
O, 8.1294, 9.7537, 11.588
O, 9.1983, 6.2836, 21.2536
O, 8.9593, 7.7132, 12.856
O, 1.6522, 0.1169, 11.8834
O, 6.6474, 6.1497, 17.0674
O, 7.3953, 7.8009, 15.04
O, 1.2038, 10.2871, 21.2277
O, 10.0316, 8.1991, 18.3563
O, 3.9539, 0.8473, 21.0938
O, 0.3337, 5.3271, 10.9271
O, 6.6973, 1.5702, 9.6424
O, 4.776, 8.705, 14.6861

Results
free energy: -135861.159 eV
free energy less fixed offsets of O -568.88, P -755.39, Si -635.61 eV per atom: -6.049 eV

Forces (eV/angstrom), in the order of the atoms: element, x, y, z
Si, 0.0558, -0.0675, -0.2354
Si, -0.0823, -0.0204, -0.3103
Si, 0.0817, 0.0072, -0.2953
Si, -0.0419, 0.0398, -0.3052
Si, 0.0427, 0.0942, -0.3281
Si, 0.0276, -0.0323, -0.2971
Si, -0.0327, 0.0266, -0.2932
Si, -0.0108, -0.0914, -0.2886
Si, -0.0344, 0.0085, -0.0163
Si, 0.0468, -0.0109, 0.0384
Si, -0.0437, 0.0107, -0.009
Si, -0.006, -0.0301, 0.0232
Si, 0.0123, -0.0304, 0.0065
Si, 0.0075, 0.0453, -0.0267
Si, 0.0378, -0.0003, -0.0173
Si, -0.0229, 0.0348, 0.0191
Si, -0.0226, -0.0169, -0.0746
Si, 0.0153, 0.0144, 0.1662
Si, -0.0256, -0.057, 0.1134
Si, 0.0062, 0.0119, -0.0678
Si, 0.0196, 0.0225, -0.0178
Si, -0.0151, -0.0242, -0.0742
Si, 0.022, -0.0027, -0.065
Si, -0.025, -0.024, 0.0125
Si, 0.0205, 0.0019, 0.0732
P, -0.0045, -0.0128, -0.2249
Si, -0.0303, -0.0629, -0.0651
Si, 0.0166, -0.0247, 0.0975
Si, -0.0104, 0.0058, -0.0627
Si, 0.0073, 0.0334, 0.0615
Si, -0.0335, 0.0064, 0.1003
Si, 0.1199, 0.048, -0.1292
Si, -0.0112, -0.0047, 0.0221
Si, -0.044, 0.0116, 0.0428
Si, -0.0111, 0.0242, 0.0285
Si, 0.0042, -0.0184, 0.0276
Si, 0.0182, 0.0116, 0.0286
Si, -0.0019, 0.0055, 0.0467
Si, 0.0127, 0.0012, 0.035
Si, -0.0203, -0.0188, 0.0431
Si, 0.0056, -0.0304, 0.0044
Si, 0.0063, 0.0315, -0.0167
Si, 0.0284, -0.002, 0.0058
Si, -0.026, -0.0107, 0.0077
Si, -0.0067, 0.0312, -0.0028
Si, 0.0025, -0.0261, 0.0218
Si, -0.0312, -0.0161, 0.0329
Si, 0.026, 0.0021, -0.019
Si, -0.0039, -0.0189, 0.0374
Si, -0.0124, -0.0131, 0.0089
Si, 0.0222, 0.0161, 0.0422
Si, -0.0175, 0.0304, 0.0238
Si, 0.0214, -0.0008, -0.0127
Si, -0.0345, 0.0248, 0.0361
Si, 0.0175, -0.0083, 0.0187
Si, -0.0048, -0.0069, 0.0147
Si, 0.038, -0.0254, -0.0152
Si, 0.008, 0.002, 0.0066
Si, -0.0512, 0.0192, -0.0036
Si, 0.0152, -0.0342, 0.0003
Si, 0.0158, 0.0182, 0.0163
Si, 0.0164, -0.0177, -0.0152
Si, 0.0497, -0.0348, -0.0124
Si, -0.046, 0.0174, 0.021
Si, 0.0782, 0.1104, 0.1054
Si, -0.0622, -0.0284, -0.101
Si, -0.0593, -0.1243, 0.1355
Si, 0.0587, 0.1059, -0.0477
Si, -0.0299, -0.0122, -0.0247
Si, 0.0216, 0.0443, 0.0409
Si, -0.0493, -0.0047, -0.0693
Si, -0.0068, -0.0726, 0.1
Si, -0.0005, -0.0037, -0.1026
Si, -0.0099, -0.0078, 0.0947
Si, 0.0244, 0.0243, -0.0269
Si, -0.0148, -0.0028, 0.0289
Si, 0.0193, 0.0178, 0.0412
Si, -0.0068, 0.0196, -0.0344
Si, 0.0218, 0.0156, 0.0875
Si, -0.0151, -0.0219, -0.0344
Si, 0.0101, 0.0458, -0.0656
Si, -0.0145, -0.0312, 0.0091
Si, 0.0202, -0.0141, -0.0581
Si, -0.0212, -0.0077, 0.0016
Si, 0.0001, 0.0086, 0.0064
Si, -0.0006, 0.0005, -0.0661
Si, -0.0073, -0.0157, 0.0011
Si, 0.0187, -0.0103, -0.0555
Si, 0.0387, -0.0694, 0.2725
Si, -0.0316, 0.0758, 0.2532
Si, -0.0769, 0.023, 0.2057
Si, 0.0547, 0.0133, 0.2451
Si, -0.0167, 0.0381, 0.2239
Si, 0.0109, -0.0385, 0.2153
Si, 0.0482, -0.0184, 0.2177
Si, -0.0469, 0.0186, 0.3028
O, 0.021, -0.0009, -0.1224
O, 0.0243, -0.0119, -0.1311
O, -0.0138, 0.0241, 0.1863
O, 0.0007, 0.0087, 0.1175
O, -0.0049, -0.0117, -0.132
O, -0.0033, -0.0188, -0.1186
O, -0.0382, -0.0227, 0.1139
O, 0.0081, 0.04, 0.1246
O, 0.0836, -0.0774, -0.2243
O, 0.074, -0.0903, -0.2285
O, -0.0818, 0.0695, -0.2159
O, -0.0853, 0.1165, -0.2498
O, -0.0846, 0.1014, -0.2563
O, -0.094, 0.0457, -0.3135
O, 0.0479, -0.018, -0.396
O, 0.1029, -0.0918, -0.2497
O, 0.1425, -0.119, 0.304
O, 0.0947, -0.1666, 0.3421
O, 0.1304, -0.1218, 0.3454
O, -0.0953, 0.1151, 0.2909
O, -0.1559, 0.0867, 0.3343
O, 0.1125, -0.0925, 0.2904
O, -0.1098, 0.1264, 0.3154
O, -0.1226, 0.1502, 0.3003
Si, -0.0081, -0.0197, -0.562
Si, 0.0087, -0.0007, 0.0948
Si, -0.0268, -0.0141, 0.0526
Si, 0.0032, 0.0365, -0.5495
Si, 0.0396, -0.0688, 0.2214
Si, -0.0037, -0.0019, -0.024
Si, 0.0037, -0.0047, 0.135
Si, 0.0689, -0.0814, -0.4465
Si, 0.0497, 0.006, 0.3653
Si, 0.0271, 0.0423, -0.1438
Si, 0.0332, 0.0046, -0.0936
Si, 0.0102, -0.0073, -0.2703
Si, 0.0204, 0.0455, 0.3588
Si, -0.0867, 0.0992, -0.3585
Si, 0.0403, -0.0582, 0.3699
Si, -0.0418, -0.0374, -0.1667
Si, 0.0308, -0.0261, 0.1532
Si, -0.008, 0.0269, -0.5212
Si, -0.0409, -0.0086, 0.3793
Si, 0.0357, -0.0115, -0.0822
Si, -0.0073, 0.0002, -0.0391
Si, -0.0174, 0.022, 0.0602
Si, 0.031, -0.0411, -0.1506
Si, -0.0343, -0.0509, 0.3869
Si, 0.0346, -0.0439, 0.2233
Si, -0.0388, 0.0043, -0.1172
Si, 0.049, -0.0268, -0.391
Si, -0.0157, 0.052, 0.1811
Si, -0.0084, -0.0364, 0.1782
Si, -0.0217, -0.0059, -0.1033
Si, -0.0047, -0.0376, 0.0221
Si, 0.0155, -0.0173, 0.0143
Si, -0.0557, 0.0605, 0.2277
Si, 0.0086, -0.0038, 0.0714
Si, 0.0324, -0.0046, -0.0023
Si, -0.0183, -0.0093, -0.5214
Si, -0.001, 0.0168, -0.1788
O, 0.023, 0.0864, -0.1246
O, -0.0044, 0.0063, 0.0753
O, 0.0204, 0.0209, -0.079
O, -0.014, 0.0027, -0.0701
O, -0.0213, -0.0117, 0.0412
O, -0.0357, 0.0053, -0.0624
O, 0.0041, -0.016, 0.0609
O, 0.0482, 0.0101, 0.0983
O, -0.0195, -0.006, 0.1177
O, -0.01, 0.0011, 0.0677
O, -0.0135, 0.0087, -0.0662
O, -0.0637, 0.065, 0.0995
O, -0.0169, -0.0283, -0.0665
O, 0.0301, -0.0388, 0.1125
O, 0.0023, 0.0096, -0.0069
O, 0.0254, -0.0263, 0.2433
O, 0.0342, -0.0002, 0.0378
O, 0.0063, 0.0006, 0.052
O, 0.0002, 0.0023, -0.0157
O, 0.0034, 0.0093, 0.1703
O, -0.002, -0.0031, 0.0014
O, -0.0414, -0.0243, 0.1123
O, 0.0936, 0.036, 0.1292
O, -0.0128, -0.0028, -0.0585
O, -0.0024, -0.0109, 0.1665
O, -0.0075, 0.009, 0.0283
O, -0.0596, 0.0785, 0.165
O, 0.0023, 0.0049, 0.0437
O, 0.0295, -0.0063, -0.0694
O, -0.0184, -0.0012, 0.0503
O, -0.0061, 0.0317, -0.1202
O, -0.002, 0.0076, 0.0597
O, -0.0174, 0.0058, -0.0596
O, -0.0006, 0.0042, -0.1357
O, 0.0284, -0.0001, -0.0866
O, 0.0072, 0.0191, 0.0672
O, 0.003, -0.0165, -0.0735
O, 0.0047, 0.0061, -0.0149
O, -0.0009, 0.0329, -0.0791
O, -0.0071, 0.001, -0.0011
O, 0.0524, -0.0722, -0.2477
O, 0.0405, -0.108, -0.1461
O, 0.0025, 0.0207, -0.092
O, -0.007, -0.0076, 0.0163
O, -0.0097, -0.0008, 0.0153
O, 0.0081, 0.0076, -0.0113
O, -0.0271, 0.0184, -0.0855
O, 0.0095, 0.0111, 0.0212
O, 0.0283, -0.0157, -0.0746
O, -0.0393, -0.081, 0.125
O, -0.1302, -0.0741, 0.2843
O, -0.0469, 0.0234, -0.2395
O, -0.0133, 0.0071, 0.0278
O, 0.0059, 0.0074, -0.0104
O, -0.0916, 0.0144, -0.1263
O, 0.0696, 0.1414, 0.2858
O, 0.0077, 0.0281, -0.0547
O, 0.0164, -0.0209, -0.065
O, 0.006, -0.005, 0.0444
O, 0.0047, -0.0078, -0.0108
O, 0.0064, -0.1515, 0.3534
O, -0.0112, 0.0257, 0.0719
O, 0.041, 0.0891, 0.4
O, -0.0421, 0.0733, -0.2194
O, 0.0408, 0.0259, -0.1419
O, -0.004, -0.0027, -0.0173

The program warned: the cutoff lies below the one the program advises for these potential files; the exchange-correlation potential is rough where the density is thin.
